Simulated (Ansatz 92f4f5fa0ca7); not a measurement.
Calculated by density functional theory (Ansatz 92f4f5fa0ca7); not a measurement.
Periodic cell of 223 atoms, Si132O90B1, from a study of silicon, its oxide and their interface. The atomic structure is a simulated model.
Doubt: the cutoff is far below the 930 eV that the study's wrapper takes by default for these files, so forces and energies are approximate.
This geometry differs little from another in the collection (a relaxation step or a small displacement).

Settings: functional PBE; potential files Ansatz PAW; basis plane waves; wave-function cutoff 580 eV; density cutoff ratio 5; exchange-correlation grid ratio 1; k mesh 1 x 1 x 1, Gamma-centred; self-consistency stop 5e-08 eV per atom in the density residual; occupations fixed; spin none; net charge -1 e, with a uniform compensating background and no finite-size correction.

Cell vectors (angstrom)
a  10.938  0  0
b  0  10.938  0
c  0  0  32.1988

Atoms: element, x, y, z (angstrom)
Si  10.5816  0.2216  24.8832
Si  5.7387  10.6748  24.7601
Si  2.4804  2.911  24.6553
Si  8.4233  2.4616  24.8474
Si  0.2768  5.1615  24.7722
Si  5.1519  5.7465  24.7024
Si  2.9309  8.0039  24.6136
Si  7.9375  8.4323  24.7531
Si  1.3282  1.3768  26.0512
Si  6.8455  1.3022  26.1442
Si  4.0444  4.1003  26.0054
Si  9.6068  4.0564  26.1039
Si  1.397  6.8211  26.0207
Si  6.7644  6.8474  26.043
Si  4.0999  9.5305  26.0149
Si  9.4613  9.5661  26.1702
Si  2.7226  -0.0146  27.3662
Si  8.156  -0.0289  27.592
Si  0.0069  2.7087  27.509
Si  5.4362  2.7354  27.3893
Si  2.7259  5.4578  27.4553
Si  8.1799  5.4645  27.3759
Si  -0.0116  8.1742  27.3963
Si  5.4354  8.1924  27.4708
Si  4.0744  1.3557  28.7701
Si  9.5778  1.3492  28.8794
Si  1.3612  4.0972  28.8425
Si  6.8251  4.0941  28.767
Si  4.0956  6.8107  28.8341
Si  9.5477  6.8168  28.7749
Si  1.3605  9.5584  28.7612
Si  6.7772  9.533  28.8946
Si  0.0207  -0.0339  30.1991
Si  5.4157  0.0025  30.2
Si  2.7322  2.7137  30.1853
Si  8.1871  2.7441  30.1784
Si  -0.0318  5.4601  30.1723
Si  5.4802  5.446  30.1845
Si  2.7166  8.2036  30.1587
Si  8.1979  8.1632  30.1999
Si  1.3811  1.3415  31.5774
Si  6.8195  1.3694  31.5342
Si  4.1102  4.0772  31.5498
Si  9.5559  4.0978  31.5644
Si  1.3443  6.8391  31.5128
Si  6.8444  6.7946  31.5852
Si  4.0629  9.5596  31.5689
Si  9.5684  9.5471  31.5554
Si  2.7343  -0.0171  0.7861
Si  8.187  -0.0006  0.6997
Si  -0.013  2.7139  0.7247
Si  5.4764  2.7176  0.7359
Si  2.7244  5.4805  0.6723
Si  8.2072  5.4343  0.7846
Si  0.0019  8.179  0.7193
Si  5.4641  8.1963  0.7212
Si  4.156  1.3437  2.1345
Si  9.5469  1.3448  2.0955
Si  1.3744  4.1174  2.0434
Si  6.8461  4.0354  2.1472
Si  4.094  6.8143  2.0743
Si  9.5785  6.8464  2.1151
Si  1.3417  9.5339  2.1195
Si  6.8187  9.5904  2.0843
Si  -0.0701  -0.0599  3.4605
Si  5.542  0.0127  3.566
Si  2.7729  2.7769  3.3916
Si  8.1648  2.6195  3.5527
Si  0.0199  5.4582  3.4509
Si  5.4679  5.4497  3.444
Si  2.7612  8.1934  3.4701
Si  8.2148  8.268  3.4385
Si  1.3614  1.389  4.636
Si  7.0062  1.1516  5.1196
Si  4.1679  4.0463  4.8474
Si  9.5658  4.0698  4.7736
Si  1.4076  6.8124  4.8253
Si  6.8112  6.9039  4.7338
Si  4.1259  9.5676  4.8636
Si  9.4027  9.6714  4.9495
Si  2.7117  0.0993  6.0648
B  8.23  -0.1095  6.2859
Si  -0.0562  2.6013  6.0568
Si  5.5167  2.6513  6.3242
Si  2.801  5.4542  6.2061
Si  8.1617  5.489  6.0373
Si  -0.0272  8.1911  6.1018
Si  5.5726  8.2801  6.2486
Si  3.7969  1.5669  7.6074
Si  9.6268  0.9582  7.2968
Si  1.5565  3.7617  7.3071
Si  6.6411  4.4161  7.4689
Si  4.429  6.6628  7.5281
Si  9.355  6.9816  7.3871
Si  1.0782  9.8968  7.2665
Si  7.3064  9.4174  7.5276
O  8.326  8.1562  7.8514
O  2.6754  2.7322  7.9566
O  9.5159  1.3464  24.281
O  4.046  6.8601  24.1306
O  -0.0847  -0.0321  7.8741
O  5.5194  5.5132  8.034
O  6.8474  9.5636  24.2078
O  1.3687  4.0533  24.1752
O  3.8724  7.4435  8.9043
O  0.7288  4.3538  8.5932
O  9.8034  6.2456  8.8115
O  2.0144  9.3858  8.52
O  7.5435  3.9547  8.7807
O  4.1793  0.9135  9.0968
O  6.8438  9.6915  9.1303
O  9.0692  1.7381  8.663
O  7.7115  3.1489  23.5332
O  10.5049  5.84  23.4551
O  5.0988  0.4336  23.4133
O  5.8636  5.0927  23.364
O  3.1094  2.2054  23.2825
O  2.2904  8.7213  23.2407
O  8.6204  7.7489  23.4098
O  0.2213  10.34  23.5953
Si  4.3989  1.5697  22.4842
Si  3.5142  7.9488  13.9828
Si  7.1364  0.9788  14.6288
Si  0.9391  9.3575  22.5374
Si  1.1767  4.332  11.8611
Si  6.2739  8.9785  15.2923
Si  0.7066  1.3758  12.2689
Si  8.6318  4.9571  20.5122
Si  0.2998  5.7147  9.3447
Si  5.107  3.12  17.9233
Si  0.8748  3.7402  16.7012
Si  10.4082  2.8491  19.2048
Si  5.2287  1.1927  10.3306
Si  0.8921  0.1771  19.8511
Si  6.6889  9.4983  10.7474
Si  9.3543  9.683  18.304
Si  9.4073  9.2736  12.5334
Si  6.5788  3.8453  22.6
Si  2.4323  8.0718  9.3539
Si  10.6071  7.3766  17.0461
Si  2.5246  6.2938  16.5211
Si  10.1658  4.4915  14.1469
Si  6.1479  9.19  18.493
Si  7.9388  2.5458  9.4914
Si  8.8982  2.1332  12.3841
Si  5.3488  6.2473  18.036
Si  3.9366  0.5624  19.4732
Si  4.2697  3.8659  12.0294
Si  5.5741  6.6427  12.0447
Si  8.0204  2.5044  17.199
Si  4.3684  2.5002  14.9358
Si  1.5603  1.2122  15.2278
Si  1.5943  9.4273  12.0121
Si  8.065  6.8718  13.8235
Si  10.3884  9.8494  15.457
Si  9.8101  7.0108  22.5715
Si  8.127  5.4942  17.4079
O  6.089  7.9769  11.1673
O  6.0356  9.2123  16.8768
O  7.7104  1.3603  13.1614
O  0.9088  1.7518  13.8457
O  9.456  6.2476  16.8749
O  6.7896  6.2483  13.0529
O  5.1488  4.6621  18.584
O  9.2311  2.152  18.2603
O  2.3791  0.0986  19.0918
O  9.4279  10.2445  16.7478
O  2.7846  4.4818  11.7057
O  5.0793  10.3285  19.0943
O  9.4218  3.2635  13.4098
O  0.462  1.7691  19.9411
O  3.1767  1.3621  15.0335
O  8.1706  5.3988  19.0251
O  3.9064  6.5828  17.3446
O  4.568  3.2802  16.3746
O  9.052  5.6702  14.2941
O  5.4592  2.7588  22.143
O  10.648  4.1094  15.6457
O  0.3413  3.8627  18.243
O  10.436  10.5148  19.2099
O  9.6472  10.0486  14.0063
O  10.903  8.1234  22.1
O  1.2156  2.1615  16.5029
O  9.7424  3.7592  20.3898
O  8.1385  4.0404  16.6881
O  -0.0196  9.133  11.8874
O  6.5875  2.4058  17.9793
O  5.6012  10.722  11.1474
O  7.7632  9.5891  18.823
O  10.0629  1.0151  12.0376
O  1.3625  6.8983  9.0717
O  0.6272  4.7807  13.3414
O  5.7003  7.6287  18.9548
O  5.2379  5.1034  11.4887
O  2.7472  6.9752  15.0585
O  0.9359  2.7595  11.4555
O  0.8765  10.687  15.5282
O  2.4202  8.5807  10.8995
O  4.6532  2.4313  11.2912
O  4.2455  3.5502  13.6716
O  2.1811  4.6913  16.4333
O  10.6992  8.2576  15.6671
O  6.9281  10.3145  14.6587
O  2.3562  8.9719  13.4064
O  8.0509  1.5392  15.8786
O  4.1769  7.0606  12.792
O  4.1882  2.0154  18.7251
O  7.3051  4.4092  21.2671
O  8.4385  2.8614  11.0156
O  1.205  6.8871  17.3106
O  5.6833  1.6265  14.7201
O  8.1524  9.7673  11.5514
O  9.2121  6.2844  21.2474
O  9.0053  7.7384  12.8491
O  1.6904  0.135  11.8595
O  6.6673  6.1636  17.0493
O  7.3955  7.8105  15.0031
O  1.2066  10.298  21.2331
O  10.0526  8.2068  18.3284
O  3.9699  0.8519  21.0859
O  0.3067  5.3365  10.9215
O  6.5939  1.6567  9.5957
O  4.7797  8.727  14.6754

Results
free energy: -135250.734 eV
free energy less fixed offsets of B -154.04, O -568.88, Si -635.61 eV per atom: 3.026 eV

Forces (eV/angstrom), in the order of the atoms: element, x, y, z
Si  0.0007  -0.0008  -0.0028
Si  -0.0003  0.0002  -0.0028
Si  0.0006  -0.0005  -0.0032
Si  -0.0007  0.0006  -0.0035
Si  -0.0004  0.0005  -0.003
Si  0.0003  0  -0.0023
Si  0.0001  0.0002  -0.0021
Si  0.0002  -0.0003  -0.0028
Si  0.0006  -0.0006  0
Si  -0.0009  0.0005  -0.0001
Si  0  -0.0001  0.0005
Si  -0.0006  0.0006  -0.0001
Si  0.0002  0  0.0003
Si  -0.0001  -0.0001  0.0004
Si  -0.0001  0  0.0003
Si  0.0007  -0.0006  -0.0002
Si  0  -0.0001  0.0009
Si  0.0001  -0.0003  -0.0002
Si  0  0  0.0002
Si  -0.0002  0.0003  0.0008
Si  0.0001  0  -0.0001
Si  -0.0004  0.0002  0.0008
Si  0  0.0002  0.0009
Si  0  -0.0002  -0.0004
Si  -0.0006  -0.0005  -0.0012
Si  0.0005  0.0005  0.0018
Si  -0.0004  0.0005  0.0008
Si  0.0001  0.0002  -0.0011
Si  0  0.0002  0.0002
Si  -0.0002  -0.0009  -0.001
Si  0.0005  0.0002  -0.0011
Si  -0.0021  -0.0003  0.0018
Si  -0.0008  -0.0003  -0.0001
Si  0.0012  -0.0007  -0.0001
Si  0.0005  0.0005  0
Si  0  -0.0006  0.0003
Si  0.0008  -0.0001  0.0002
Si  -0.0006  -0.0001  -0.0001
Si  0  -0.0007  0.0003
Si  0.0001  0.0006  -0.0002
Si  -0.0001  0  -0.0006
Si  -0.0003  0.0001  0.0005
Si  -0.0003  -0.0001  0.0002
Si  -0.0005  0.0003  -0.0008
Si  0.0002  -0.0001  0.0001
Si  -0.0003  -0.0001  -0.0006
Si  -0.0002  0.0002  -0.001
Si  0.0003  0.0003  0.0005
Si  0.0012  -0.0008  0
Si  -0.0009  -0.0001  -0.0008
Si  0.0005  0.0005  0.0003
Si  0.0007  -0.0004  -0.0003
Si  -0.0002  0.0005  -0.0002
Si  0.0007  -0.001  0
Si  -0.0002  -0.0002  -0.0005
Si  -0.0005  -0.0001  0.0005
Si  -0.0006  0.0021  -0.0001
Si  -0.0001  -0.0027  0.0007
Si  0.0021  -0.001  0.0002
Si  -0.0025  -0.0004  -0.0007
Si  -0.001  -0.0012  -0.0007
Si  0.0007  0.0014  0.0005
Si  -0.0023  0.001  0
Si  0.0027  0.0004  0.0007
Si  -0.0006  0.0007  0.0022
Si  0.0018  -0.0019  0.0028
Si  -0.0007  -0.0002  0.0014
Si  -0.0001  -0.0006  0.0019
Si  -0.0003  0.0006  0.0005
Si  0.0019  0.0014  0.0007
Si  0.0033  -0.0002  0.0017
Si  -0.0014  0.0019  -0.0004
Si  0.0025  -0.0013  0.0017
Si  -0.009  0.0092  -0.0108
Si  -0.0021  -0.0011  -0.0033
Si  0.0028  -0.0033  0.002
Si  -0.0013  0.0003  -0.0025
Si  -0.0016  -0.0015  0.0005
Si  -0.0011  0  -0.0004
Si  -0.0023  0.0051  -0.0053
Si  -0.0035  0.0001  -0.0012
B  0.0102  -0.0154  0.0052
Si  -0.0018  0.0002  0.0008
Si  0.0014  -0.0011  0.0026
Si  0.0019  -0.0004  0.0045
Si  -0.0015  0.0017  -0.0007
Si  0.0017  0.0004  0.005
Si  0.0019  0.0003  0.0001
Si  0  -0.002  0.0011
Si  -0.0027  0.008  -0.0082
Si  -0.0018  -0.0028  0.0018
Si  0.0014  -0.0025  0.0043
Si  -0.0021  0.0009  -0.0002
Si  0.0035  -0.0041  0.0022
Si  0.003  0.0008  -0.0093
Si  -0.0051  0.0058  -0.004
O  0.0013  0.0001  0.0016
O  -0.0005  0.0053  0.0017
O  0.0001  0.0003  0.0019
O  -0.0001  -0.0001  0.0001
O  -0.0054  -0.0007  0.008
O  0.0005  -0.0014  -0.0024
O  0.0002  -0.0001  0.001
O  0  -0.0005  0.0013
O  0.0029  -0.0025  -0.0012
O  0.0008  0.0052  -0.0025
O  0.0003  0.0009  -0.0028
O  0.0024  0.0015  -0.001
O  -0.0011  -0.0002  -0.002
O  -0.0003  -0.0002  -0.0037
O  0.0007  -0.0015  -0.0017
O  -0.0019  0.0018  0.0024
O  0.0015  -0.0013  0.0025
O  0.0012  -0.0012  0.0023
O  0.0008  -0.0011  0.0023
O  -0.0007  0.0008  0.0018
O  -0.0014  0.0011  0.0022
O  0.001  -0.0009  0.002
O  -0.0012  0.0009  0.0021
O  -0.0011  0.0013  0.002
Si  0.0002  -0.0002  -0.0029
Si  0  -0.0001  0.0012
Si  -0.0005  0.0001  0.0009
Si  -0.0002  0.0001  -0.003
Si  0  0  0.0012
Si  0  0.0003  0.0004
Si  0  0.0005  0.0012
Si  0.0005  -0.0006  -0.0013
Si  0.0029  -0.0046  -0.0001
Si  0.0001  0.0002  0.0002
Si  0.0003  0.0002  0.0002
Si  0  -0.0002  -0.0005
Si  -0.0002  0.0012  0.0024
Si  -0.0006  0.0007  -0.0011
Si  0.0003  -0.0007  0.0038
Si  -0.0003  -0.0002  0.0001
Si  0.0007  -0.0005  0.0018
Si  -0.0002  0.0002  -0.0026
Si  -0.0017  -0.0034  0.0042
Si  0  0  0.0001
Si  -0.0001  0  0.0006
Si  0  0.0006  0.0011
Si  0.0002  -0.0002  0.0004
Si  0.0014  -0.0012  0.0014
Si  0  -0.0001  0.0019
Si  -0.0001  0.0002  0.0002
Si  0.0002  -0.0002  -0.0015
Si  -0.0004  0.0005  0.0013
Si  -0.0004  -0.0009  0.0015
Si  0  0.0003  0.0002
Si  0.0001  -0.0005  0.0009
Si  0.0004  -0.0002  0.001
Si  -0.0003  0.0001  0.0015
Si  0.0001  0  0.0006
Si  0.0003  -0.0002  0.001
Si  -0.0001  -0.0001  -0.0026
Si  -0.0002  0.0002  -0.0005
O  0.0004  0.0014  -0.001
O  0  0  -0.0005
O  0.0006  0.0005  -0.0011
O  -0.0004  0.0001  -0.0015
O  -0.0001  -0.0001  0
O  -0.0008  0.0001  -0.0006
O  0  -0.0001  -0.0002
O  0.0001  0.0001  0
O  -0.0001  0  0.0003
O  0.0001  0.0002  -0.0004
O  0.0001  0.0002  0.0001
O  -0.0003  0.0004  0
O  -0.0003  -0.0007  -0.0007
O  0.0001  -0.0001  -0.0001
O  0  0.0002  -0.0001
O  0.0001  0  0.0007
O  -0.0002  0  -0.0003
O  -0.0001  -0.0001  -0.0005
O  -0.0001  0.0002  0
O  0.0001  0.0001  0.0006
O  -0.0004  0.0002  -0.0008
O  -0.0001  0  -0.0001
O  0.0004  0.0002  0.0002
O  -0.0004  -0.0001  -0.0014
O  -0.0001  0  0.0005
O  0  -0.0001  -0.0003
O  -0.0005  0.0006  0.0003
O  0.0001  0  0
O  0  0.0002  -0.0004
O  0  0  -0.0002
O  0.0001  0.0001  -0.0008
O  -0.0001  0.0002  -0.0003
O  0  -0.0001  -0.0003
O  -0.002  0.0006  -0.0002
O  0.0005  -0.0003  -0.001
O  0  0.0002  -0.0003
O  0.0002  0.0001  -0.0002
O  0.0003  0.0005  -0.0007
O  0  0.0002  0
O  0  0.0002  -0.0003
O  0.0005  -0.0011  -0.0018
O  0.0006  -0.0013  -0.0009
O  0  0.0007  -0.0014
O  -0.0001  -0.0001  0
O  -0.0001  0.0004  -0.0002
O  0.0001  0.0002  0
O  -0.0007  0.0006  -0.0009
O  -0.0001  -0.0002  -0.0006
O  0.0008  -0.0004  -0.0008
O  -0.0002  -0.0001  0.0002
O  -0.0009  -0.0005  0.0012
O  -0.0009  0.0001  -0.0038
O  0.0001  0  -0.0002
O  0  0.0001  0
O  -0.0014  0.0003  -0.0013
O  0.0005  0.001  0.0011
O  0.0002  0.0008  -0.0004
O  0.0002  -0.0003  -0.0002
O  0.0002  0.0001  0
O  0.0002  -0.0003  -0.0004
O  0  -0.0011  0.0017
O  0  0.0001  -0.0001
O  0.0003  0.0007  0.002
O  -0.0003  0.0007  -0.0032
O  0.0013  0.001  -0.0009
O  -0.0003  -0.0001  -0.0003

The program warned: the cutoff lies below the one the program advises for these potential files; the forces do not sum to zero within the program's tolerance; the exchange-correlation potential is rough where the density is thin.
